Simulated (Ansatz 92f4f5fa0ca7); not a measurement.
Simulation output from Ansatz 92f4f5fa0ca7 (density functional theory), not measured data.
Periodic cell of 237 atoms, Si146O90B1, from a study of silicon, its oxide and their interface. The atomic structure is a simulated model.
Doubt: the cutoff is far below the 930 eV that the study's wrapper takes by default for these files, so forces and energies are approximate.

Settings
functional: PBE
potential files: Ansatz PAW
basis: plane waves
wave-function cutoff: 580 eV
density cutoff ratio: 5
exchange-correlation grid ratio: 1
k mesh: 1 x 1 x 1, Gamma-centred
self-consistency stop: 5e-08 eV per atom in the density residual
occupations: fixed
spin: none
net charge: -1 e, with a uniform compensating background and no finite-size correction

Cell vectors (angstrom)
a  11.6015  0  0
b  0  10.938  0
c  0  0  32.0622

Atoms and the computed forces on them: element, x, y, z (angstrom), force x, y, z (eV/angstrom)
Si  -0.1971  -0.0638  23.2835  0.0041  0.0304  0.1145
Si  3.6683  0.1992  23.1108  0.0223  0.0157  0.1252
Si  7.551  -0.1372  23.4603  -0.0132  0.042  0.0815
Si  1.6866  1.3776  23.4229  -0.0016  -0.0467  0.0862
Si  5.7326  1.4059  23.1967  -0.0056  -0.0514  0.0937
Si  9.4397  1.2286  23.3736  0.0195  -0.0286  0.1163
Si  0.1594  5.3096  23.4705  -0.013  0.0349  0.0892
Si  4.1196  5.2927  23.3996  0.0063  0.0267  0.0904
Si  8.0321  5.6086  23.5589  -0.0208  0.0247  0.0818
Si  2.1566  6.5808  23.3759  -0.0107  -0.0287  0.1088
Si  5.9644  6.7671  23.4908  0.0092  -0.0386  0.078
Si  10.0094  6.8675  23.6106  -0.0023  -0.0308  0.0976
Si  1.9009  2.6625  25.3946  0.0047  -0.0183  -0.0177
Si  5.83  2.654  25.2642  0.0085  -0.024  -0.0327
Si  9.6263  2.6836  25.2816  -0.0043  -0.0284  -0.0204
Si  11.594  4.0026  25.3993  0.0034  0.0207  -0.0078
Si  3.8914  3.97  25.33  -0.0047  0.0217  0.0018
Si  7.7406  4.0922  25.36  0.0096  0.0355  0.0178
Si  1.9697  8.1473  25.2006  0.0005  -0.0129  -0.0077
Si  5.7725  8.1644  25.3783  0.0021  -0.0185  0.0085
Si  9.7103  8.2611  25.4477  -0.0084  -0.0252  0.0109
Si  11.6364  9.561  25.2758  -0.0035  0.0339  -0.0325
Si  3.8623  9.5847  25.0833  0.01  0.0147  -0.034
Si  7.6879  9.5177  25.4246  0.0075  0.0242  -0.0188
Si  11.6464  -0.0128  27.2226  -0.0086  -0.0148  -0.0019
Si  3.9018  -0.0579  27.1306  -0.0006  0.0092  -0.0145
Si  7.7575  -0.0249  27.3092  0.0108  -0.0362  0.0164
Si  1.9846  1.3081  27.2944  -0.0034  0.0114  0.0134
Si  5.8303  1.3181  27.2137  -0.0031  0.001  -0.011
Si  9.6906  1.33  27.2339  0.0077  0.0095  -0.0178
Si  11.5894  5.4644  27.2548  -0.0015  -0.0028  0.0048
Si  3.8449  5.4176  27.2267  0.0042  -0.0011  0.0135
Si  7.7139  5.4582  27.2906  -0.005  -0.015  0.0031
Si  1.9343  6.82  27.1858  0.001  -0.0115  -0.0148
Si  5.7593  6.7956  27.2921  0.0082  0.006  0.012
Si  9.6553  6.8167  27.311  -0.0162  0.0197  0.015
Si  1.9463  2.7147  29.1994  -0.044  -0.0131  -0.0059
Si  5.7934  2.7136  29.1403  0.0048  -0.0021  0.0229
Si  9.6781  2.7193  29.1756  -0.0168  -0.0256  0.0316
Si  0.0107  4.0894  29.1835  0.0074  -0.0049  -0.0214
Si  3.8627  4.0844  29.1829  0.0297  0.0235  -0.0057
Si  7.7307  4.0798  29.2112  0.024  0.0146  -0.0418
Si  1.9377  8.1823  29.1347  0.0008  -0.0039  0.0055
Si  5.7928  8.18  29.2086  0.0394  -0.0147  -0.0478
Si  9.6698  8.1893  29.2384  0.0189  -0.0381  -0.0456
Si  0.0042  9.5526  29.1609  0.0009  0.0385  0.0337
Si  3.8735  9.5511  29.1163  -0.0253  0.0315  0.0815
Si  7.7346  9.5422  29.2303  -0.0303  0.0331  -0.0322
Si  0.0006  -0.0052  31.1077  -0.0131  -0.0573  -0.0168
Si  3.8614  -0.0061  31.0813  -0.0004  -0.0481  -0.0208
Si  7.73  0.0017  31.1363  0.0147  -0.0242  0.0006
Si  1.931  1.3622  31.1305  0.0044  0.0083  0.0412
Si  5.795  1.3618  31.0825  -0.0136  0.0012  -0.0134
Si  9.6672  1.3592  31.1352  0.0081  0.0568  -0.0156
Si  0.0062  5.4587  31.1164  0.0082  -0.0193  -0.0001
Si  3.8691  5.471  31.1116  -0.0033  -0.0334  0.0252
Si  7.7396  5.4566  31.1498  0.0014  -0.0371  0.0058
Si  1.9348  6.8309  31.0885  0.0117  0.0354  0.0016
Si  5.8052  6.8228  31.1344  -0.0058  0.0105  0.0342
Si  9.6758  6.8171  31.1611  -0.0025  0.0346  0.024
Si  1.9342  2.7495  0.9992  -0.0194  -0.003  -0.0145
Si  5.7927  2.7449  0.9428  0.0242  -0.0022  0.033
Si  9.6676  2.7243  1.034  -0.014  -0.0597  -0.0638
Si  -0.0151  4.1  0.9867  0.0118  0.0177  0.0221
Si  3.8658  4.1194  0.9961  0.0008  0.0054  0.0004
Si  7.7413  4.0996  1.0292  -0.0057  0.0139  -0.0118
Si  1.9248  8.1997  0.967  -0.0114  -0.0013  0.0259
Si  5.8072  8.2086  0.9903  -0.0152  0.0048  0.029
Si  9.6649  8.2067  1.0271  0.0291  -0.0088  0.0061
Si  -0.0063  9.5781  0.9935  0.047  0.0337  -0.0544
Si  3.8628  9.5699  0.98  -0.0083  0.0105  -0.0242
Si  7.7406  9.5708  1.0035  -0.0357  0.0383  -0.035
Si  11.6071  0.0342  2.9149  0.0004  -0.0487  -0.0804
Si  3.8564  0.0193  2.9237  0.0192  0.0109  -0.0106
Si  7.7513  0.0226  2.9108  -0.0134  -0.0446  -0.0809
Si  1.9368  1.3984  2.9336  -0.0124  0.0124  0.0066
Si  5.8157  1.3601  2.849  -0.0058  0.0158  -0.0268
Si  9.6666  1.3778  2.9967  0.0072  0.1952  0.0321
Si  11.5468  5.471  2.9146  0.0718  0.0425  -0.0115
Si  3.8789  5.5098  2.9304  -0.0043  0.0444  0.02
Si  7.7558  5.4724  2.976  -0.0636  0.0521  0.0247
Si  1.8947  6.8171  2.8951  0.0176  -0.0108  0.0024
Si  5.832  6.8532  2.9244  -0.0167  -0.0171  0.0041
Si  9.656  6.8892  2.9977  0.0011  -0.0327  -0.0108
Si  1.9202  2.8412  4.8211  0.0334  0.0652  0.0572
Si  5.8385  2.7298  4.7512  0.0115  0.0454  0.0502
Si  9.6307  2.6191  5.054  -0.1772  -0.0472  0.0414
Si  11.5055  4.0724  4.8144  -0.0049  -0.019  -0.109
Si  3.9264  4.108  4.8361  0.0165  -0.0165  -0.0686
Si  7.7792  4.1236  4.9303  0.0687  0.0437  -0.127
Si  1.8664  8.1811  4.8222  -0.0261  -0.0412  -0.0898
Si  5.8246  8.2964  4.8014  0.0014  -0.0185  -0.0869
Si  9.6588  8.3338  4.919  -0.0144  -0.0412  -0.1016
Si  11.5978  9.6895  4.8782  0.155  0.1898  0.3621
Si  3.8156  9.4987  4.8056  -0.0048  -0.0472  0.0141
Si  7.7469  9.7168  4.8991  -0.1222  0.1307  0.3129
Si  11.4198  0.3941  6.7556  -0.377  -0.2313  -0.1578
Si  3.7492  -0.0235  6.6631  0.0303  0.066  -0.0895
Si  7.878  0.2332  6.8955  0.0551  -0.105  -0.1332
Si  2  1.5138  6.7592  -0.1454  -0.0356  -0.1287
Si  5.7535  1.2906  6.6327  0.0225  -0.096  -0.1345
B  9.6347  1.508  6.8881  0.4388  0.0208  -0.2279
Si  11.5171  5.4806  6.6957  0.0666  0.0194  -0.0711
Si  3.9911  5.4528  6.8004  -0.0277  0.0479  -0.0868
Si  7.7476  5.6646  6.8128  -0.0247  0.0534  -0.1216
Si  1.9678  6.641  6.6456  -0.0192  -0.0624  -0.1043
Si  5.8354  6.9984  6.7432  0.0529  -0.0126  -0.1042
Si  9.7631  7.0467  6.9167  -0.0123  -0.0569  -0.1487
O  10.0096  8.0066  8.2807  0.0639  0.0629  0.2127
O  7.691  10.0689  8.1904  -0.0694  -0.3118  0.4359
O  7.3841  4.7414  8.1499  -0.0402  -0.0782  0.2671
O  3.3685  10.3687  8.2104  0.0595  -0.0731  0.2639
O  2.0376  7.5568  8.0137  0.0079  0.0922  0.2572
O  3.9964  4.6008  8.2538  0.0048  -0.0554  0.1237
O  9.7913  2.3397  8.078  -0.0074  0.3511  0.4398
O  2.5937  2.3598  8.1052  0.158  0.1044  0.1882
O  11.3651  4.5235  8.0379  -0.0287  -0.0536  0.15
O  5.3472  2.3854  7.8127  -0.101  0.133  0.1879
O  5.9005  8.0488  8.0416  -0.0236  0.0446  0.1696
O  11.3215  10.3557  8.0904  -0.1007  -0.2727  0.4141
O  11.2702  10.0854  21.8063  -0.0106  -0.0806  -0.1505
O  3.2296  10.7116  21.532  0.0081  -0.0475  -0.1832
O  5.7755  7.7737  22.1736  0.0068  0.0681  -0.1268
O  4.2202  4.4496  21.9462  0.0265  -0.0526  -0.1407
O  7.6811  9.6859  22.1996  -0.0242  -0.0755  -0.1302
O  10.325  7.668  22.1901  0.0236  0.0666  -0.1528
O  1.6157  2.4008  22.1151  -0.0208  0.0648  -0.1268
O  5.9401  2.4366  21.8844  -0.004  0.0859  -0.1386
O  8.4412  4.7015  22.2238  0.001  -0.0349  -0.1622
O  -0.0718  4.4484  22.0457  0.0118  -0.0703  -0.1407
O  2.3333  7.3686  21.9318  0.0022  0.0372  -0.184
O  9.1206  1.8782  21.8748  0.0068  0.0514  -0.1911
Si  1.9174  7.8134  9.592  0.0081  0.1026  -0.3541
Si  5.0347  0.5777  17.6808  -0.0048  -0.0183  0.0265
Si  2.4981  5.4308  14.0071  -0.0364  -0.0023  -0.1493
Si  10.5623  3.8805  14.017  0.0242  -0.0123  -0.2007
Si  8.2976  2.383  15.2481  -0.0017  -0.0236  -0.1209
Si  9.5432  2.2422  20.3486  0  0.0042  0.198
Si  10.4815  3.5246  8.9761  -0.0989  -0.2646  -0.6198
Si  0.0126  2.3064  11.5327  -0.031  0.0274  -0.3115
Si  11.0206  8.1373  15.3976  0.0128  -0.0002  -0.1414
Si  5.1854  6.9266  13.951  0.0329  0.0105  -0.2087
Si  5.7234  2.6229  11.1127  -0.0207  0.0276  -0.3565
Si  8.5795  7.6681  19.396  -0.0024  0.0031  0.1027
Si  8.1182  4.8472  20.638  -0.0048  -0.0236  0.1767
Si  5.9193  9.5835  15.1961  -0.0053  0.0157  -0.1382
Si  2.1105  7.636  20.3464  -0.0099  0.0154  0.1766
Si  1.9216  4.8903  18.7823  -0.0079  -0.0043  0.0869
Si  4.4988  3.4442  18.0075  0.0129  -0.0008  0.0653
Si  8.5048  8.9288  16.8227  0.0033  -0.0038  -0.0166
Si  0.8148  9.4822  13.2918  -0.0156  0.0087  -0.1947
Si  9.8939  10.6451  11.713  0.0131  -0.042  -0.3239
Si  5.3503  3.7059  21.0168  0.0056  -0.0172  0.2082
Si  0.5944  5.527  16.2425  -0.0007  -0.0088  -0.0601
Si  10.7991  9.2033  9.1025  0.0351  0.1783  -0.4803
Si  6.5666  8.896  21.298  0.0043  0.0042  0.1969
Si  7.1443  7.144  11.445  0.0252  0.0686  -0.3741
Si  2.6615  0.7333  12.2109  0.026  -0.0317  -0.2917
Si  10.8896  8.6807  21.0497  0.0011  0.0267  0.2063
Si  6.0421  4.3188  15.6146  -0.0179  -0.0131  -0.0873
Si  7.0789  0.4891  12.966  0.0338  0.0068  -0.2672
Si  4.0413  2.9882  8.5843  -0.025  -0.0293  -0.3557
Si  0.875  6.7513  11.8818  0.0353  0.0411  -0.2693
Si  6.6308  9.132  9.0354  0.0808  0.1015  -0.4198
Si  0.6639  3.2882  21.1469  -0.0147  -0.0061  0.1977
Si  9.7925  6.5299  12.8866  -0.0445  0.0302  -0.2195
Si  7.7219  4.5221  9.7245  0.031  -0.0212  -0.3454
Si  3.9874  10.0706  20.221  -0.0091  0.0138  0.1907
Si  4.2474  3.0365  13.5283  0.0278  -0.0371  -0.2023
Si  3.8728  10.0218  9.7303  0.026  -0.0302  -0.3777
Si  8.0616  0.7835  18.0253  0.0252  0.0198  0.034
O  11.4839  3.2725  12.8306  -0.0396  0.0696  0.148
O  9.3347  4.3471  9.8186  -0.0309  0.0606  0.1647
O  8.8036  3.6054  19.8663  0.0017  -0.0023  -0.0595
O  4.0427  -0.0615  18.8114  0.0153  0.0229  -0.0718
O  11.3519  4.5437  15.272  0.0213  0.0292  0.0607
O  9.8689  9.8232  10.2962  -0.0461  0.0804  0.2598
O  3.7492  1.5349  13.1329  0.0279  0.0477  0.103
O  0.6469  9.0613  14.8597  -0.0196  -0.023  0.0976
O  6.477  0.9833  18.3592  -0.0042  0.002  -0.0197
O  4.7687  3.1712  19.5994  -0.022  -0.0049  -0.1091
O  6.2375  1.1958  11.7478  0.0404  -0.0516  0.1484
O  0.5625  8.6923  9.8307  0.0799  -0.0627  0.1657
O  5.6398  4.3195  17.2083  -0.0026  0.001  0.0113
O  8.4509  7.2507  12.3867  0.0762  -0.0177  0.1252
O  4.3803  2.6281  10.1476  0.0827  -0.0207  0.2461
O  2.0798  5.6791  15.5623  -0.0157  0.0128  0.0554
O  3.3797  0.056  10.9227  -0.0665  0.0983  0.2263
O  5.9001  7.2197  12.5028  -0.0814  -0.0195  0.2007
O  2.2923  6.3514  19.3809  -0.0029  -0.0297  -0.0659
O  0.6587  4.9326  17.7545  -0.0017  -0.0048  -0.0142
O  8.388  10.6671  12.3433  -0.0698  0.0303  0.1209
O  5.492  10.1068  9.6739  -0.0702  0.0071  0.1469
O  0.597  8.2031  20.2074  0.0198  -0.0147  -0.064
O  9.7842  2.6193  14.6692  -0.0311  -0.0039  0.0582
O  1.9831  10.5953  13.2199  -0.028  -0.0271  0.0888
O  9.948  9.1082  16.1135  -0.0219  0.0102  0.032
O  6.1378  10.3645  13.7757  -0.0278  -0.0474  0.114
O  7.489  1.5876  14.091  0.029  0.0444  0.114
O  1.634  3.9173  20.031  0.0304  0.033  -0.0959
O  5.9187  5.778  14.8801  0.014  -0.0292  0.0592
O  7.3437  8.9532  15.6948  0.016  -0.0072  0.0348
O  1.4921  1.6642  11.6018  0.0344  -0.0146  0.0938
O  7.2287  8.334  10.3293  0.0089  -0.1138  0.2365
O  4.3193  1.9876  17.2783  -0.0048  -0.0015  -0.0106
O  6.995  3.1835  10.2789  -0.0797  -0.0485  0.1347
O  11.5415  7.0058  16.4335  0.0027  -0.0046  0.0316
O  8.2845  10.1407  17.85  -0.0016  0.0006  -0.0121
O  3.2874  8.5402  10.0855  -0.0186  -0.0265  0.0987
O  7.5899  3.8275  15.5126  -0.0014  0.0134  0.0304
O  3.1428  4.3099  17.9  0.0085  -0.0038  -0.0243
O  2.8916  3.8905  13.7185  -0.0143  0.0257  0.0595
O  1.3315  8.2131  12.4282  -0.0133  0.0356  0.1222
O  1.2218  5.6869  13.0443  0.0477  -0.0388  0.126
O  4.9965  8.2895  14.8364  0.0069  0.023  0.0545
O  11.1654  2.3873  20.3443  -0.0084  -0.0062  -0.0693
O  10.9571  9.971  12.7477  0.0673  -0.0294  0.1354
O  5.2587  3.586  12.3557  -0.0573  0.025  0.1675
O  5.0919  3.1846  14.9075  0.0337  0.025  0.0822
O  6.4871  4.8046  20.5691  0.0058  0.0066  -0.0651
O  8.4223  1.5578  16.6421  0.0058  -0.0089  0.0286
O  10.3793  1.2426  11.4984  -0.0018  -0.0141  0.101
O  10.8694  6.6218  11.6566  -0.0372  -0.0263  0.0867
O  3.2555  8.6737  19.8535  0.0012  -0.006  -0.0587
O  1.6987  6.4652  10.4986  -0.0377  -0.0651  0.1864
O  7.1638  8.1941  19.9786  0.03  -0.0227  -0.0781
O  8.4931  7.5872  17.7637  -0.0033  0.003  -0.0321
O  3.6931  6.4233  13.5783  0.0061  -0.0054  0.0547
O  9.5467  4.9836  13.3492  0.0189  -0.029  0.0791
O  5.5198  9.9923  20.7515  -0.0209  -0.0057  -0.0769
O  10.3234  7.3768  14.1519  0.0291  0.0369  0.1203
O  8.7833  6.1644  19.9719  0.0058  0.0246  -0.0535
O  7.1507  5.742  10.6262  -0.0073  0.0638  0.1754
O  5.2533  10.531  16.373  -0.007  0.0122  0.0309
O  9.0455  1.152  19.2611  -0.0253  -0.0266  -0.0754
O  11.5548  3.0594  10.1006  0.0843  -0.0748  0.2259
O  9.7383  8.7073  19.8966  -0.0358  -0.0135  -0.0752

Results
free energy: -144146.246 eV
free energy less fixed offsets of B -154.04, O -568.88, Si -635.61 eV per atom: 6.054 eV

The program warned: the cutoff lies below the one the program advises for these potential files; the exchange-correlation potential is rough where the density is thin.
